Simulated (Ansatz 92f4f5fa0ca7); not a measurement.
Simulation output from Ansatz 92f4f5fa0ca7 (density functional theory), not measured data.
Periodic cell of 184 atoms, Si120O64, from a study of silicon, its oxide and their interface. The atomic structure is a simulated model.
This geometry differs little from another in the collection (a relaxation step or a small displacement).

Settings: functional r2SCAN; potential files Ansatz PAW; basis plane waves; wave-function cutoff 800 eV; density cutoff ratio 5; exchange-correlation grid ratio 1; k mesh 1 x 1 x 1, shifted by 0.5 0.5 0 of a step; self-consistency stop 1e-10 eV per atom in the density residual; occupations fixed; spin none; net charge 0.

Cell vectors (angstrom)
a, 10.888, 0, 0
b, 0, 10.888, 0
c, 0, 0, 26.5662

Atoms and the computed forces on them: element, x, y, z (angstrom), force x, y, z (eV/angstrom)
Si, 0.2842, -0.0525, 0.0432, 0.0001, -0.0001, -0.0002
Si, 2.4023, 3.2223, -0.0659, -0.0003, -0.0006, -0.0006
Si, 0.0411, 5.3311, -0.0557, -0.0004, 0.0006, -0.0008
Si, 2.4875, 8.5179, 0.2987, 0.0005, 0.0011, -0.0006
Si, 5.5468, -0.3241, 0.1675, 0.0008, 0, -0.0001
Si, 7.8708, 3.023, 0.0932, 0.001, 0.0006, 0.0004
Si, 5.8035, 5.4417, -0.0963, 0.0007, 0.0013, 0
Si, 7.8975, 8.5149, 0.3003, 0.0008, -0.0004, 0
Si, 1.4145, 1.5388, 1.327, 0.0002, 0.0009, 0.0002
Si, 4.0679, 4.3174, 1.1809, 0.0007, 0.0001, 0.0009
Si, 1.2593, 6.8381, 1.3204, -0.0004, 0, 0.0007
Si, 4.0456, 9.5765, 1.6614, 0.0003, 0.0009, 0.0006
Si, 6.6611, 1.4311, 1.3074, -0.0006, -0.0001, 0.0014
Si, 9.4679, 4.1546, 1.3794, 0.0003, 0.0011, 0.0009
Si, 6.7736, 6.8872, 1.5066, -0.0006, 0.0006, 0.0005
Si, 9.5131, 9.7588, 1.3788, 0.0008, 0.0006, 0.0008
Si, -0.0395, 2.7786, 2.7127, -0.0004, 0.0002, -0.0005
Si, 2.7044, 0.1835, 2.8122, 0.0003, 0.0011, -0.0005
Si, -0.0481, 8.2719, 2.6933, -0.0008, 0.0002, 0.0004
Si, 2.6888, 5.5364, 2.6763, 0.0003, 0.0003, 0.0002
Si, 5.3372, 2.8484, 2.6358, 0.0001, -0.0003, -0.0007
Si, 8.0863, 0.1386, 2.7278, 0.0001, 0.0005, -0.0005
Si, 5.385, 8.1533, 2.9039, 0.0006, 0.0002, -0.0008
Si, 8.1718, 5.5181, 2.7914, 0.0005, 0.0001, 0.0003
Si, 1.3563, 4.1345, 4.042, 0, 0.0005, 0.0009
Si, 4.0882, 1.4966, 4.1274, 0.0008, 0.0002, 0.0006
Si, 1.3377, 9.604, 4.0707, -0.0005, 0.0003, 0.0012
Si, 3.9981, 6.8019, 4.1701, -0.0007, 0.0001, 0.001
Si, 6.7679, 4.1164, 4.0574, 0.0002, -0.0003, 0.0017
Si, 9.488, 1.4257, 4.0935, 0, 0.0002, 0.0006
Si, 6.8033, 9.5819, 4.1085, 0.0004, 0.0003, 0.0006
Si, 9.5406, 6.8895, 4.1091, 0.0004, 0.0011, 0
Si, -0.0436, 0.0286, 5.4353, 0.0002, -0.0002, 0.0007
Si, 2.6892, 2.7934, 5.4581, 0.0002, 0.0005, 0.0003
Si, 0.0158, 5.4877, 5.4362, -0.0001, -0.0002, 0.0007
Si, 2.6765, 8.2246, 5.4704, -0.0004, -0.0003, 0.0001
Si, 5.4434, 0.061, 5.4542, -0.0001, 0.0001, 0.0005
Si, 8.1376, 2.7648, 5.453, -0.0007, 0.0002, 0.0006
Si, 5.4036, 5.4346, 5.4573, 0.0003, -0.0001, 0.001
Si, 8.1563, 8.2089, 5.4631, 0.0003, 0.0001, 0.0006
Si, 1.3491, 1.3792, 6.7732, -0.0002, 0, 0
Si, 4.0758, 4.0791, 6.838, 0.0001, 0.0006, 0.0007
Si, 1.3566, 6.8262, 6.8319, 0.0002, 0.0004, 0.0006
Si, 4.0932, 9.5476, 6.8043, 0.0003, 0.0005, 0.0003
Si, 6.8259, 1.3681, 6.8351, 0, 0.0005, 0.0005
Si, 9.5431, 4.0982, 6.7934, -0.0001, 0.0002, 0.0002
Si, 6.7898, 6.8049, 6.7772, -0.0001, 0.0007, 0
Si, 9.5294, 9.5372, 6.8182, 0, 0.0005, 0.0005
Si, 0.0152, 2.708, 8.1666, -0.0001, 0.0004, 0.0008
Si, 2.7074, 0.012, 8.126, 0.0002, 0.0002, 0.0006
Si, -0.0365, 8.1467, 8.1807, -0.0002, -0.0004, 0.0009
Si, 2.7392, 5.4534, 8.176, -0.0006, 0, 0.0007
Si, 5.4365, 2.6995, 8.181, 0.0002, -0.0002, 0.0008
Si, 8.1929, -0.0116, 8.1921, -0.0001, 0.0004, 0.0008
Si, 5.465, 8.1577, 8.1619, -0.0001, 0.0003, 0.0007
Si, 8.141, 5.4244, 8.1242, 0, 0.0002, 0.0008
Si, 1.4027, 4.0577, 9.5201, 0.0003, 0.0003, 0.0007
Si, 4.0953, 1.3014, 9.5159, -0.0007, 0.0003, 0.0005
Si, 1.3585, 9.5252, 9.4703, -0.0003, 0.0007, 0.0006
Si, 4.1441, 6.7596, 9.5308, 0.0008, -0.0002, 0.0007
Si, 6.8275, 4.0457, 9.5152, -0.0002, 0.0007, 0.0006
Si, 9.5783, 1.32, 9.5538, -0.0006, 0.0002, 0.0012
Si, 6.8647, 9.4691, 9.5393, -0.0001, 0, 0.0008
Si, 9.4705, 6.7499, 9.5085, -0.0002, 0.0002, 0.0004
Si, 0.0318, -0.0829, 10.9263, -0.0001, -0.0004, 0.0002
Si, 2.7866, 2.6852, 10.8806, 0.0003, 0.0008, 0.0001
Si, -0.053, 5.3693, 10.8189, -0.0009, -0.0004, 0
Si, 2.7411, 8.1569, 10.7624, -0.0003, -0.0001, 0.0004
Si, 5.484, -0.0721, 10.8538, 0.0002, -0.0001, 0.0005
Si, 8.1829, 2.6739, 10.8705, -0.0003, 0.0004, 0.0002
Si, 5.5166, 5.3856, 10.9311, -0.0004, 0, 0.0003
Si, 8.1612, 8.0621, 10.9592, -0.0004, -0.0001, 0
Si, 1.4233, 1.3239, 12.2135, -0.0007, 0.0006, 0.0012
Si, 4.2246, 3.9636, 12.2779, 0.0009, -0.0002, 0.0016
Si, 1.334, 6.794, 12.0147, -0.0007, 0.0008, 0.0008
Si, 4.1517, 9.3911, 12.1554, 0.0001, -0.0008, 0.0006
Si, 6.8575, 1.2708, 12.2172, 0.0004, 0.0004, 0.0014
Si, 9.5188, 4.0138, 12.2574, 0.0001, 0.0001, 0.0003
Si, 6.8109, 6.7081, 12.4106, -0.0008, 0, 0.0019
Si, 9.5956, 9.3501, 12.2988, 0.0005, -0.0009, 0.0015
Si, -0.0707, 2.5532, 13.5785, -0.0007, -0.0001, 0.0014
Si, 2.9364, -0.0179, 13.438, -0.0004, 0.0004, 0.0007
Si, 0.1854, 8.0059, 13.6548, -0.0005, -0.0014, 0.0006
Si, 2.6321, 5.3777, 13.2397, 0.0001, 0.0012, 0.0015
Si, 5.6699, 2.6289, 13.7348, 0.0001, 0.0004, 0.0005
Si, 8.0995, -0.2183, 13.5563, -0.0001, 0.0005, 0.0004
Si, 5.2859, 8.0039, 13.7195, -0.0001, -0.0006, 0.0003
Si, 8.2809, 5.3806, 13.7724, 0.0001, 0.0002, 0.0005
Si, 1.2226, 4.171, 14.5909, -0.0004, -0.0001, 0.0014
Si, 4.4834, 0.9779, 14.8958, 0, -0.0005, 0.0018
Si, 1.4204, 9.7284, 14.7424, 0.0001, 0.001, 0
Si, 3.7203, 6.5653, 14.8896, -0.0013, -0.0003, 0.0011
Si, 7.2788, 3.7456, 15.1614, 0.0004, -0.0009, 0.0012
Si, 9.7679, 0.7881, 14.8129, -0.0003, -0.0014, -0.0002
Si, 6.5534, 9.5527, 14.9395, -0.0003, 0.0007, 0.0001
Si, 10.0289, 6.4002, 15.0357, 0.0004, -0.0004, 0.002
Si, 1.0626, 11.194, 23.766, -0.0007, 0.0012, 0.0012
Si, -11.0295, 33.7357, 17.4708, 0.0008, 0.0006, -0.0006
Si, 8.3269, 24.1198, 23.7262, 0.0006, 0.0006, 0.0027
Si, -3.453, 35.1475, 20.1648, 0.0003, 0.0001, 0.0003
Si, 17.2107, 6.1738, 23.5113, 0.0002, 0.0007, 0.002
Si, 9.1524, 6.8938, 24.422, 0.0003, 0.0013, 0.0015
Si, 5.4056, 19.7929, 22.1429, -0.0012, 0.0002, 0.0015
Si, 9.2083, 17.2488, 18.0065, 0.0012, 0.0006, 0.0008
Si, -36.7847, 29.8116, 17.5507, 0.0006, 0.0005, -0.0003
Si, -8.4154, 7.0283, 17.7448, 0.0002, 0.0005, -0.0003
Si, 3.1138, 37.0219, 18.7322, -0.0001, -0.0011, 0.0003
Si, -0.6797, -23.6412, 22.2788, -0.0007, -0.0006, 0.0012
Si, -7.178, -12.0867, 24.5787, 0.001, 0.0005, 0.0015
Si, -1.1043, -6.893, 21.6249, -0.0006, 0.0001, 0.0003
Si, -16.1176, 3.3512, 22.3999, -0.0002, 0.0005, 0.0015
Si, -0.1278, -4.3063, 20.7066, 0.0009, 0.001, 0.0011
Si, 18.7327, 10.864, 21.914, -0.0002, 0.0003, 0.0015
Si, -9.1624, -12.0668, 17.898, -0.0006, -0.0007, -0.0058
Si, -13.0966, 35.848, 17.6471, -0.0001, -0.0006, -0.0016
Si, -6.5469, 19.732, 19.1278, 0.0003, 0.0008, 0.0009
Si, 5.3755, 16.1536, 16.9117, -0.0005, 0, -0.0008
Si, 1.7549, 4.5018, 21.3461, 0.0001, -0.0001, 0.0012
Si, 24.2547, 35.062, 16.6681, -0.0001, 0.0004, 0.0001
Si, 24.5562, 13.6799, 23.452, 0, 0.0007, 0.0011
O, 7.9874, -3.5069, -8.1605, 0.0014, -0.0018, 0
O, -8.6489, 4.2135, -3.7026, 0.0002, 0.0004, -0.0005
O, 8.6564, -7.4502, -5.9353, -0.0002, 0.0003, 0.0017
O, -18.034, 18.2917, -7.877, -0.0008, -0.0003, 0.0004
O, 1.0929, 12.4903, -9.9905, 0, -0.0006, 0.0028
O, 0.3968, 25.3922, -5.459, -0.0001, 0.0013, 0.0007
O, -10.956, 8.1379, -5.4804, -0.0003, -0.0012, 0.0011
O, -2.0396, 15.6688, -8.6755, 0.0017, 0.0009, 0.0012
O, 19.3629, 7.7837, -1.0066, 0.0005, -0.0003, -0.0005
O, 4.2515, -19.154, -3.803, -0.0003, 0.0006, 0.0004
O, -10.5704, 21.1091, -3.8542, 0.0014, -0.0006, 0.0013
O, 6.838, 15.0893, -0.401, 0, 0.0002, 0.0005
O, 6.0587, 3.0069, -5.7103, 0.0007, -0.0002, 0.0007
O, 7.4479, 24.3751, -8.0151, 0.0003, 0.0004, 0.0017
O, 0.0832, 11.3979, -1.5014, 0.0002, 0.0003, 0.0005
O, -8.1976, 2.9122, 18.1711, -0.0008, -0.0004, 0.0008
O, -11.7578, 2.3575, 18.1577, -0.0009, 0.0001, 0.0002
O, -2.4391, 0.8281, 23.1608, -0.001, -0.0003, -0.0015
O, 9.6649, 6.9101, 16.5466, -0.0005, -0.0005, 0.0015
O, -7.5407, -2.5179, 25.4675, 0.0005, 0.0022, -0.001
O, 3.0089, 13.6489, 25.0529, -0.0005, 0.0018, 0.0004
O, 1.1785, 15.1232, 26.0736, 0.0001, 0.0003, 0.0004
O, -1.2745, 11.4295, 16.4405, 0.0003, 0.0007, -0.0004
O, -0.9916, 7.9692, 23.4698, -0.0004, 0.0004, -0.0003
O, -12.0192, 27.4096, 21.6039, 0.0013, 0.0002, -0.0012
O, 36.8903, -1.6939, 23.1685, 0.0002, 0.0028, 0.0003
O, 12.8102, 20.719, 16.2945, -0.0005, -0.0016, -0.0013
O, -15.8577, 6.7614, 17.0559, -0.0024, -0.0007, 0.0012
O, -29.497, 9.9181, 18.6802, -0.0003, 0.0001, -0.0006
O, -6.1627, 21.612, 25.3237, -0.0007, -0.0002, 0.0012
O, 12.221, 8.1343, 18.1017, 0.0018, -0.0009, 0.0003
O, 5.7774, -1.8711, 18.3797, -0.0014, 0.0002, 0.0011
O, 6.0872, -3.3704, 22.6303, 0.0001, 0.0002, 0.0011
O, -1.4416, 14.2195, 23.0688, -0.0003, 0.0002, -0.0005
O, 12.9952, 16.3911, 18.137, -0.0002, -0.0008, 0.0002
O, -0.6479, 38.5708, 25.1293, -0.0003, 0.0003, 0.0009
O, 8.4653, 2.9243, 16.0156, -0.0003, 0.0001, 0.0018
O, 0.1282, 10.6756, 14.5505, 0.0009, 0.0001, 0.0016
O, -5.3596, 10.7305, 15.45, 0.0003, -0.0001, 0.0007
O, 24.7567, -6.695, 20.3326, -0.0004, -0.0003, -0.0004
O, 12.2518, 16.9279, 21.0423, -0.0017, 0.0001, 0
O, 13.7331, 7.1744, 16.1558, 0.0009, 0.0004, 0.0027
O, 5.6805, 4.956, 22.6454, 0.0004, -0.0001, 0.0009
O, 17.6434, 20.4334, 26.3213, 0.0002, 0.0011, 0.0016
O, 7.2699, -2.0199, 16.2509, -0.0002, -0.0008, 0.0014
O, 1.2528, 9.5276, 26.5025, -0.0002, 0.0005, 0.0005
O, 17.3176, 10.1533, 22.2111, 0.0007, 0.0005, -0.0005
O, -11.4549, 17.337, 19.1634, -0.0023, 0.0002, 0.0009
O, -8.5007, 21.4013, 24.3076, -0.0001, 0.0022, 0.0027
O, -6.3841, 5.2977, 15.5595, 0.0004, 0.0003, 0.002
O, -8.5692, 3.6408, 15.6725, -0.0013, 0.0009, 0.0018
O, 11.0979, 5.201, 15.3586, -0.0005, 0.0002, 0
O, 3.7454, 12.3982, 16.2511, -0.0004, 0, 0.0012
O, 6.5337, 15.1325, 16.5303, -0.0001, -0.0001, 0.0002
O, -2.3511, 24.141, 25.3203, -0.0009, 0.0002, -0.0004
O, 18.8297, -4.8365, 23.7237, 0.0005, 0.0011, 0.0001
O, -3.191, 0.9522, 20.6291, 0.0016, 0.0018, 0.0016
O, 4.6953, 8.8402, 20.6945, -0.0007, 0, -0.0006
O, -6.2773, 4.7267, 18.2259, -0.0009, 0.0002, -0.0005
O, 1.6226, 23.4624, 23.0926, 0, 0.0006, 0.0014
O, 16.4943, 17.0479, 24.9922, -0.0001, -0.0001, 0.0001
O, -4.0727, -8.1076, 23.3727, 0.0001, 0.0003, 0.0002
O, 19.7689, -1.2159, 21.6441, 0.0005, 0.0009, 0.0015
O, 0.5465, 32.5333, 18.3648, 0.0003, -0.0009, 0.0008

Results
free energy: -113255.075 eV
free energy less fixed offsets of O -570.45, Si -639.56 eV per atom: 0.925 eV

The program warned: the cutoff lies below the one the program advises for these potential files; the forces do not sum to zero within the program's tolerance; empty levels may hold ghost states of the PAW files; the exchange-correlation potential is rough where the density is thin.
